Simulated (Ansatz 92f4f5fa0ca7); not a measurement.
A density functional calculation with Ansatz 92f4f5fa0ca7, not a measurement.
Periodic cell of 222 atoms, Si131O89As2, from a study of silicon, its oxide and their interface. The atomic structure is a simulated model.
Doubt: the cutoff is far below the 930 eV that the study's wrapper takes by default for these files, so forces and energies are approximate.
This geometry differs little from another in the collection (a relaxation step or a small displacement).

Settings: functional PBE; potential files Ansatz PAW; basis plane waves; wave-function cutoff 580 eV; density cutoff ratio 5; exchange-correlation grid ratio 1; k mesh 1 x 1 x 1, Gamma-centred; self-consistency stop 5e-08 eV per atom in the density residual; occupations fixed; spin none; net charge 0.

Cell vectors (angstrom)
a 10.938 0 0
b 0 10.938 0
c 0 0 32.1988

Atoms: element, x, y, z (angstrom)
Si 10.6094 0.2591 24.8703
Si 5.8272 10.6581 24.6543
As 2.3859 2.9631 24.3506
Si 8.4151 2.4959 24.8316
As 0.383 5.0783 24.8553
Si 5.1279 5.7341 24.7031
Si 2.9167 8.0297 24.6018
Si 8.0135 8.3541 24.8047
Si 1.3437 1.4627 26.0276
Si 6.8292 1.3236 26.0958
Si 3.9774 4.0884 25.9793
Si 9.5445 4.1096 26.1522
Si 1.3564 6.9078 26.0603
Si 6.7481 6.828 26.0594
Si 4.1087 9.5941 25.9296
Si 9.4968 9.5929 26.1638
Si 2.738 0.034 27.3152
Si 8.1494 -0.0028 27.5376
Si 0.0014 2.7512 27.4966
Si 5.4116 2.7497 27.3445
Si 2.6951 5.4729 27.4218
Si 8.1419 5.4995 27.4217
Si -0.0237 8.2345 27.4333
Si 5.4212 8.2349 27.4155
Si 4.0822 1.3734 28.7418
Si 9.5658 1.3686 28.837
Si 1.3562 4.1301 28.8319
Si 6.7961 4.0942 28.7528
Si 4.0828 6.8413 28.7774
Si 9.5434 6.8488 28.7841
Si 1.3877 9.6015 28.7403
Si 6.7743 9.5592 28.8415
Si 0.0131 -0.006 30.1511
Si 5.4374 0.0226 30.1573
Si 2.735 2.7366 30.1475
Si 8.1826 2.75 30.1483
Si -0.0223 5.4895 30.1618
Si 5.4574 5.4738 30.1394
Si 2.7224 8.2154 30.136
Si 8.1881 8.2098 30.1603
Si 1.3673 1.3673 31.515
Si 6.8362 1.3673 31.515
Si 4.1018 4.1018 31.515
Si 9.5708 4.1018 31.515
Si 1.3673 6.8362 31.515
Si 6.8362 6.8362 31.515
Si 4.1018 9.5708 31.515
Si 9.5708 9.5708 31.515
Si 2.7345 0 0.6835
Si 8.2035 0 0.6835
Si 0 2.7345 0.6835
Si 5.469 2.7345 0.6835
Si 2.7345 5.469 0.6835
Si 8.2035 5.469 0.6835
Si 0 8.2035 0.6835
Si 5.469 8.2035 0.6835
Si 4.1205 1.363 2.0541
Si 9.5626 1.3587 2.0499
Si 1.3661 4.1255 2.0325
Si 6.8446 4.0896 2.0575
Si 4.1019 6.831 2.0515
Si 9.5762 6.8396 2.0503
Si 1.3778 9.5522 2.0501
Si 6.8268 9.5942 2.046
Si -0.0118 -0.035 3.3814
Si 5.4898 0.0145 3.4686
Si 2.774 2.7907 3.3538
Si 8.1859 2.6962 3.4459
Si 0.0189 5.4818 3.4285
Si 5.4779 5.4659 3.4039
Si 2.767 8.2092 3.4445
Si 8.2028 8.2301 3.3724
Si 1.3917 1.3916 4.6227
Si 6.844 1.3509 4.8981
Si 4.1536 4.085 4.7956
Si 9.5746 4.0845 4.7535
Si 1.4115 6.8327 4.8107
Si 6.8254 6.8873 4.7235
Si 4.1339 9.5781 4.8371
Si 9.5543 9.5518 4.782
Si 2.7442 0.1115 6.0498
Si 8.2075 -0.0574 6.2527
Si 0.0295 2.6746 6.0321
Si 5.4747 2.7266 6.2798
Si 2.8141 5.4777 6.1679
Si 8.1746 5.4804 6.0344
Si 0.011 8.1889 6.1436
Si 5.5283 8.2241 6.2212
Si 3.8347 1.5742 7.588
Si 9.8414 1.1415 7.4385
Si 1.6312 3.7996 7.2998
Si 6.6505 4.4152 7.4674
Si 4.4074 6.6322 7.5285
Si 9.3661 6.9512 7.3951
Si 1.1392 9.9199 7.2816
Si 7.1609 9.231 7.6512
O 8.312 8.0916 7.9034
O 2.7179 2.7388 7.9477
O 9.538 1.3978 24.3022
O 4.0152 6.8572 24.1657
O 0.0285 0.0265 7.9483
O 5.5261 5.5096 8.0181
O 6.925 9.48 24.308
O 3.8646 7.3858 8.9161
O 0.8049 4.3751 8.5852
O 9.812 6.1786 8.7911
O 2.1154 9.3834 8.4853
O 7.5049 3.9279 8.7935
O 4.2736 0.9153 9.0484
O 6.729 9.5628 9.2038
O 9.2125 1.8638 8.7809
O 7.6881 3.1757 23.5295
O 10.5156 5.6866 23.3143
O 5.5417 0.3035 23.149
O 5.8482 5.1168 23.3569
O 3.3002 1.5736 23.462
O 2.2767 8.7235 23.2302
O 8.6679 7.6674 23.4603
O 0.2111 10.3516 23.5839
Si 4.5536 1.3986 22.4365
Si 3.4974 7.9126 14.0008
Si 7.1215 0.9463 14.6395
Si 0.9234 9.3578 22.5241
Si 1.1872 4.3017 11.8582
Si 6.2793 8.9452 15.2701
Si 0.6842 1.3611 12.2739
Si 8.608 4.9554 20.4994
Si 0.3252 5.7132 9.348
Si 5.1039 3.111 17.9014
Si 0.8889 3.7309 16.7321
Si 10.3969 2.8441 19.2214
Si 5.2853 1.1751 10.3269
Si 0.886 0.1721 19.8376
Si 6.649 9.4573 10.8418
Si 9.3517 9.6701 18.2954
Si 9.3999 9.2352 12.5375
Si 6.5449 3.8556 22.5881
Si 2.4446 8.067 9.361
Si 10.5957 7.3553 17.0495
Si 2.5183 6.2741 16.5497
Si 10.1913 4.4802 14.1692
Si 6.1556 9.1584 18.4652
Si 7.9707 2.5729 9.5636
Si 8.8883 2.1391 12.4311
Si 5.3443 6.2278 18.0314
Si 3.9453 0.5319 19.405
Si 4.2819 3.835 12.0162
Si 5.5537 6.5907 12.1022
Si 8.0177 2.4922 17.1995
Si 4.3672 2.4738 14.9298
Si 1.5428 1.2043 15.233
Si 1.5798 9.4072 12.0225
Si 8.0671 6.8341 13.8189
Si 10.3902 9.8224 15.4564
Si 9.8291 6.9516 22.5501
Si 8.1096 5.4688 17.3874
O 6.0524 7.9548 11.2635
O 6.0502 9.1634 16.8495
O 7.6897 1.3582 13.1737
O 0.8953 1.7415 13.8441
O 9.4276 6.2471 16.8668
O 6.7815 6.1799 13.0847
O 5.1288 4.6452 18.5752
O 9.2294 2.1502 18.2612
O 2.3689 0.091 19.0759
O 9.4225 10.2227 16.734
O 2.7936 4.4321 11.6786
O 5.066 10.294 19.0081
O 9.4381 3.2311 13.4762
O 0.4499 1.7605 19.9564
O 3.1555 1.3625 15.0366
O 8.1448 5.3569 19.0023
O 3.8981 6.5893 17.3612
O 4.5972 3.2839 16.3411
O 9.0802 5.6595 14.2843
O 5.3911 2.7855 22.1768
O 10.6843 4.1447 15.6686
O 0.3452 3.8533 18.267
O 10.4319 10.5147 19.1888
O 9.6516 10.0097 13.9976
O 10.9015 8.1058 22.1157
O 1.1896 2.1466 16.5084
O 9.7229 3.7571 20.4011
O 8.1462 4.0181 16.6563
O -0.0317 9.1 11.873
O 6.5883 2.4098 17.9849
O 5.5855 10.7127 11.1782
O 7.7607 9.5767 18.8068
O 10.0356 1.0185 12.0339
O 1.3162 6.9547 9.0509
O 0.64 4.7526 13.3327
O 5.7211 7.6018 18.9461
O 5.2406 5.0782 11.4791
O 2.7243 6.9632 15.0857
O 0.9202 2.7368 11.4427
O 0.8707 10.6717 15.5152
O 2.4193 8.5823 10.895
O 4.6986 2.4254 11.2428
O 4.2599 3.5048 13.645
O 2.2108 4.663 16.4716
O 10.7085 8.2338 15.6671
O 6.9375 10.2781 14.6307
O 2.3465 8.9371 13.4036
O 8.0286 1.5075 15.8895
O 4.1399 6.9795 12.8276
O 4.1692 1.988 18.6539
O 7.2758 4.4118 21.2588
O 8.415 2.9261 11.0877
O 1.1845 6.8469 17.325
O 5.6522 1.5552 14.7207
O 8.1361 9.7497 11.5632
O 9.169 6.311 21.2039
O 8.9766 7.6987 12.8084
O 1.6626 0.1141 11.8632
O 6.646 6.1267 17.0226
O 7.4072 7.7844 14.9846
O 1.1942 10.2821 21.2159
O 10.0524 8.1959 18.3279
O 4.0716 0.8018 21.0057
O 0.3377 5.329 10.9152
O 6.7037 1.5663 9.6222
O 4.7853 8.6942 14.6452

Results
free energy: -143605.725 eV
free energy less fixed offsets of As -4856.12, O -568.88, Si -635.61 eV per atom: 1.745 eV

Forces (eV/angstrom), in the order of the atoms: element, x, y, z
Si 0.071 -0.0059 -0.0815
Si 0.0819 -0.0341 0.0528
As 0.1221 -0.1122 -0.0292
Si 0.0059 0.093 -0.0313
As -0.1516 0.1123 -0.2945
Si -0.0301 -0.0763 -0.0509
Si -0.0582 -0.0152 -0.0432
Si 0.0432 -0.0506 -0.0917
Si -0.0434 0.101 -0.0734
Si 0.0278 -0.0369 0.0371
Si -0.1011 -0.0292 -0.1967
Si -0.0466 0.0321 -0.005
Si -0.0138 0.097 -0.0165
Si -0.0148 0.0253 0.0154
Si 0.0189 -0.0029 0.0166
Si -0.0468 0.0265 0.0504
Si -0.0278 -0.0129 -0.0382
Si -0.0227 0.0073 0.0304
Si 0.0148 -0.0183 -0.0441
Si 0.0162 0.0144 0.0035
Si 0.0284 0.0192 -0.0118
Si -0.0264 -0.0762 0.0009
Si 0.0678 0.0252 0.023
Si -0.0314 0.0245 -0.0155
Si 0.0116 -0.0008 0.0366
Si -0.0574 -0.0035 -0.057
Si -0.0155 -0.0308 -0.0617
Si 0.0114 -0.0035 0.0435
Si -0.0237 0.0418 -0.0173
Si 0.0185 -0.0077 -0.0036
Si -0.0143 0.0045 0.0486
Si 0.0314 0.0272 -0.062
Si 0.0307 -0.0109 0.0241
Si -0.0177 0.0247 0.0275
Si -0.0069 0.0027 -0.0006
Si -0.0182 0.0134 0.0175
Si 0.0033 0.0012 0.0062
Si 0.0096 -0.0173 0.02
Si -0.0044 0.0203 0.0158
Si 0.0121 -0.0058 0.0195
Si 0.0573 0.0171 0.0394
Si -0.0467 0.0688 -0.01
Si 0.0127 -0.0238 0.0075
Si -0.1417 0.0677 0.0215
Si -0.0627 0.1634 -0.042
Si -0.0352 -0.0831 0.0374
Si -0.1443 0.0068 0.0053
Si 0.0395 -0.003 0.0159
Si 0.0342 -0.0436 0.1156
Si -0.0437 0.0686 -0.1231
Si -0.0427 -0.0175 0.0495
Si 0.1173 -0.0291 0.0029
Si -0.0188 0.1452 -0.1714
Si 0.0661 -0.1016 0.1022
Si 0.0947 -0.1077 -0.025
Si -0.02 0.0362 0.0466
Si 0.0121 -0.0148 -0.0195
Si 0.0001 0.0043 0.0072
Si -0.0364 0.0127 -0.0096
Si 0.0097 -0.0186 -0.0064
Si 0.0068 0.0115 0.009
Si 0.0022 -0.0048 -0.0122
Si 0.0232 -0.0107 -0.0113
Si -0.0192 0.0008 0.0023
Si 0.0409 0.0546 0.0382
Si -0.0288 -0.0032 -0.0537
Si -0.0308 -0.0724 0.0696
Si 0.0363 0.0533 -0.0331
Si -0.0253 -0.0082 -0.0068
Si 0.0208 0.0145 0.0109
Si -0.0316 0.0006 -0.0387
Si 0.0098 -0.0346 0.0508
Si -0.0044 0.0041 -0.0423
Si 0.0014 -0.005 0.04
Si 0.007 0.0166 -0.0076
Si -0.0019 -0.0082 0.0097
Si 0.011 0.0104 0.0186
Si 0.0017 0.0069 -0.0205
Si 0.0089 0.0076 0.033
Si -0.0076 -0.0067 -0.0111
Si -0.0022 0.0212 -0.0218
Si -0.0008 -0.0122 0.0137
Si 0.0061 -0.0127 -0.019
Si -0.0103 -0.0034 0.0097
Si -0.0002 0.0009 0.0072
Si 0 0.0005 -0.0152
Si -0.0047 -0.006 0.006
Si 0.0069 -0.0056 -0.0162
Si 0.009 -0.0177 0.0211
Si -0.0047 0.0193 0.0237
Si -0.0199 0.0018 0.0155
Si 0.011 0.0125 0.0292
Si 0.0006 0.004 0.0238
Si -0.0034 -0.0042 0.0188
Si 0.0078 -0.0022 0.0231
Si -0.0072 0.0028 0.0271
O -0.0001 0.0037 -0.0102
O 0.0091 -0.0087 -0.011
O -0.0121 0.0084 -0.0393
O -0.0198 0.0178 -0.0169
O 0.0013 -0.0053 -0.0139
O -0.002 -0.0041 -0.0089
O 0.0042 -0.0051 -0.0744
O -0.0011 -0.0032 -0.0104
O 0.007 -0.0054 -0.0075
O -0.0006 0.0026 -0.0081
O -0.0119 0.0108 -0.0175
O -0.0067 0.0031 -0.0209
O -0.0035 0.0069 -0.008
O 0.0063 -0.0039 -0.0134
O 0.002 -0.0038 -0.0089
O 0.0491 -0.0445 0.0166
O 0.1714 -0.0755 0.2654
O -0.0756 0.0413 -0.0467
O -0.0329 0.0081 0.0497
O 0.2187 -0.053 -0.0894
O 0.0445 -0.0211 0.0354
O 0.0911 -0.074 0.024
O -0.0197 0.0326 0.0253
Si -0.1081 0.051 0.1054
Si 0.0003 -0.0009 0.0084
Si -0.0036 -0.0036 -0.0025
Si -0.0141 0.0071 0.0059
Si 0.0031 -0.0077 0.0183
Si 0.0035 -0.0006 -0.0038
Si -0.0009 0.0008 0.0095
Si -0.0591 -0.0489 0.0111
Si 0.0008 -0.0033 0.0242
Si -0.0144 -0.0073 0.0005
Si 0.0132 0.0043 -0.0227
Si 0.0118 -0.0139 -0.0395
Si -0.0042 0.0011 0.0206
Si 0.0027 -0.0361 -0.0036
Si 0.0076 -0.0043 0.0208
Si -0.0029 -0.0002 -0.0075
Si 0.0007 -0.0054 0.012
Si -0.053 -0.022 0.0324
Si 0.0029 -0.0016 0.0265
Si 0.0029 0.0028 -0.0124
Si 0.004 -0.002 -0.0072
Si -0.0036 0.0043 -0.0011
Si -0.0039 0.0013 -0.006
Si 0.0054 -0.0068 0.0241
Si 0.0049 -0.0053 0.0182
Si -0.0051 0.0029 -0.0066
Si -0.0111 0.0104 0.0269
Si 0.0021 0.0034 0.0146
Si 0.0007 -0.0045 0.0145
Si -0.0119 -0.0005 -0.0162
Si 0.0013 -0.0014 0.0028
Si 0.002 -0.0008 -0.0043
Si -0.0054 0.003 0.0191
Si 0.0031 -0.0007 0.0063
Si 0.0022 -0.0045 -0.001
Si 0.0026 0.0383 0.1272
Si -0.0004 0.0097 -0.0298
O 0.0014 0.0028 -0.007
O 0.0032 -0.0007 0.0067
O 0.0022 0.0021 -0.0041
O 0 0.0008 -0.0007
O -0.0031 -0.002 0.0109
O -0.009 0.001 -0.007
O 0.0015 -0.0011 0.01
O 0.0076 -0.0025 0.0126
O -0.0025 -0.0016 -0.0131
O -0.0022 0.0009 0.0081
O -0.0008 0.0006 -0.0056
O 0.0107 -0.0057 0.0082
O -0.0023 -0.005 -0.0043
O -0.0107 0.0265 0.0029
O -0.0017 -0.0019 0.0006
O 0.0004 0.0057 0.0194
O 0.0004 -0.0011 0.0024
O 0.0003 -0.0005 0.0056
O 0.0017 -0.0025 -0.0009
O -0.0215 -0.0298 0.0287
O 0.0023 -0.0046 0.0069
O -0.0109 -0.0022 0.0186
O 0.0003 0.0012 0.0052
O 0.0008 -0.0002 -0.0021
O -0.0667 -0.0716 0.013
O -0.0042 0.001 0.0126
O 0.0074 -0.0098 -0.011
O 0.0017 -0.0024 0.0119
O 0.003 -0.0007 -0.0073
O 0.0071 -0.004 0.0038
O -0.001 0.0036 -0.0072
O 0.0015 -0.0004 -0.0001
O 0.0009 0.0006 -0.0036
O 0.0004 -0.0003 -0.0082
O 0.0051 -0.0014 -0.0064
O 0.0011 0.0018 0.0031
O -0.0001 -0.0023 -0.0038
O 0.0006 0.0002 0.002
O 0.0016 0.0017 -0.0073
O 0 -0.0014 0.0037
O 0.0021 -0.0033 -0.0148
O 0.0028 -0.0079 -0.0088
O -0.0011 0.0011 -0.0074
O -0.0064 -0.0028 0.0065
O -0.0004 -0.0015 0.0051
O 0.0005 0.0029 0.0038
O -0.0005 0.0016 -0.0046
O 0.0042 0.0062 0.0094
O 0.0042 -0.0017 -0.0032
O 0.0029 0.0049 0.0014
O 0.0497 0.0128 -0.055
O -0.0037 0.0017 -0.0164
O -0.0026 -0.0013 0.0083
O 0.0018 -0.0015 0.0019
O -0.0046 0.0008 -0.0077
O 0.0755 -0.0041 0.0898
O 0.001 0.0042 -0.0034
O 0.0008 -0.003 -0.0049
O 0.0079 -0.0033 0.0087
O 0.0011 -0.0029 0.0029
O -0.0007 0.0206 -0.0146
O -0.001 -0.0003 0.0125
O 0.0256 -0.0428 0.0193
O -0.0027 0.0043 -0.0133
O 0.0032 0.0011 -0.0107
O -0.0022 -0.0011 0.0001

The program warned: the cutoff lies below the one the program advises for these potential files; the exchange-correlation potential is rough where the density is thin.
